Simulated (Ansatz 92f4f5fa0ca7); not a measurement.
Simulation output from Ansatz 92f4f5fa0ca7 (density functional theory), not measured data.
Periodic cell of 168 atoms, Si98O70, from a study of silicon, its oxide and their interface. The atomic structure is a simulated model.

Settings
functional: r2SCAN
potential files: Ansatz norm-conserving
basis: plane waves
wave-function cutoff: 1300 eV
density cutoff ratio: 4
exchange-correlation grid ratio: 1
k mesh: 2 x 2 x 1, shifted by 0.5 0.5 0.5 of a step
self-consistency stop: 5e-08 eV per atom in the density residual
occupations: Fermi-Dirac, 0.05 eV
spin: none
net charge: 0

Cell vectors (angstrom)
a, 11.54, 0, 0
b, 0, 11.54, 0
c, 0, 0, 21.7914

Atoms and the computed forces on them: element, x, y, z (angstrom), force x, y, z (eV/angstrom)
Si, -0.2063, -0.176, -0.413, 0.0867, -0.9684, -1.47
Si, -0.0368, 3.8116, 0.3885, 0.1548, 1.5818, -3.0312
Si, -0.0819, 8.2837, -0.2533, -0.4186, -0.1519, 0.8615
Si, 3.9978, -0.0453, -0.0516, -1.9717, 1.1662, -0.0542
Si, 3.8185, 4.1332, 0.3086, 0.8089, -0.6717, -0.9842
Si, 3.7632, 7.3047, -0.0668, -1.1978, -0.3151, 2.58
Si, 7.5753, -0.0135, -0.2833, 0.381, 0.9776, 1.4687
Si, 7.7191, 3.2738, -0.2081, -1.1981, 0.1559, -1.8222
Si, 7.5782, 8.4824, -0.3632, -0.2817, -2.3971, 1.0486
Si, 1.8821, -0.1912, 1.14, 0.0362, 0.7591, -0.6604
Si, 1.9592, 3.5522, 1.5986, 0.2219, 0.5509, 0.4004
Si, 1.7365, 7.7648, 1.3779, 1.2799, -0.3357, -1.3981
Si, 5.7654, -0.1222, 1.3444, 1.4352, 0.6048, 0.2256
Si, 5.8797, 4.0198, 1.5972, -0.4355, -1.7847, -2.6141
Si, 5.709, 7.8141, 1.2922, 0.1064, -1.3017, -1.0189
Si, 9.4744, 0.0816, 1.3077, 0.1242, 0.2261, -2.034
Si, 9.3969, 3.7879, 1.2635, 0.5859, -0.1116, -0.5565
Si, 9.396, 7.9607, 1.1185, 0.8171, 1.2438, -1.3756
Si, 1.9252, 1.4626, 2.8501, -0.5689, 1.7174, -1.7398
Si, 2.0399, 5.795, 2.7881, -0.9589, -0.4002, -0.6233
Si, 2.0364, 9.6401, 2.7114, -1.4134, -0.7127, 0.1001
Si, 5.8983, 2.001, 2.6639, -0.0825, -1.5664, 0.2709
Si, 5.7256, 5.79, 2.9545, 1.0824, 2.0228, -0.4396
Si, 5.7184, 9.5146, 2.7712, 0.8629, 1.1349, 1.3585
Si, 9.4804, 2.0325, 2.6703, 1.12, -0.9618, -1.6413
Si, 9.5183, 5.8894, 2.1155, -0.6106, 0.3068, 3.0077
Si, 9.583, 9.7689, 2.6594, -0.0698, -1.2017, 1.1038
Si, -0.1406, 2.1219, 3.8236, 1.6496, -1.0291, 2.1738
Si, -0.0929, 5.9087, 3.8104, 0.5419, 0.0922, 0.0555
Si, 0.0065, 9.5795, 4.0242, 0.4009, 0.3801, -0.184
Si, 3.9382, 1.6922, 3.9481, -0.1112, 0.693, 0.8089
Si, 3.8505, 5.841, 4.3543, -0.5102, 3.2383, -2.0321
Si, 3.8205, 9.7837, 4.1944, 0.928, -1.76, -0.9318
Si, 7.8717, 1.9216, 4.0903, -2.8024, 0.132, 1.609
Si, 7.7835, 5.8124, 4.1107, 0.4749, 2.0864, -2.0402
Si, 7.8254, 9.6107, 4.4002, -0.8131, 1.4776, -2.1093
Si, 0.0285, 0.0503, 5.2281, -1.8733, 0.6794, -0.3925
Si, -0.0705, 4.0924, 5.3057, -0.7508, -0.6981, -0.9883
Si, 0.2715, 7.6609, 5.4609, -0.4285, -0.1973, 0.0078
Si, 3.7474, -0.0257, 5.5809, -0.7054, 1.2644, -0.0188
Si, 3.7789, 3.8435, 5.0326, 0.2239, -3.4208, 2.4821
Si, 4.0446, 7.8706, 5.643, 0.0916, -0.6543, 0.0884
Si, 7.587, 0.1557, 5.6373, 0.5093, -0.6535, -0.7278
Si, 7.7882, 3.9958, 5.35, 0.1683, -2.0366, 0.1465
Si, 8.1842, 7.6991, 5.542, -3.3181, -1.5224, -0.3839
Si, 1.6677, -0.1856, 6.7667, 0.9492, 1.8464, 0.5623
Si, 1.8581, 3.802, 6.5007, 0.9697, -1.1842, 0.6718
Si, 2.1818, 7.7834, 7.0811, -0.6825, -0.8973, -1.2524
Si, 5.5634, 0.097, 6.8707, 1.4613, -0.0215, 0.2744
Si, 5.7992, 3.8296, 6.4939, -1.1966, -0.2569, -0.2499
Si, 5.9942, 7.4488, 7.0139, 0.6371, 0.5728, -0.3117
Si, 9.6973, 0.0803, 6.7251, 0.5353, 0.9957, -0.2463
Si, 9.6132, 4.0435, 6.735, 0.4718, -0.8826, 1.1869
Si, 9.8632, 7.3042, 6.8377, 1.1694, 1.6181, 1.8998
Si, 1.8963, 1.8219, 8.2704, 0.4536, -0.4289, 0.5497
Si, 2.0883, 5.5201, 7.9383, 0.7739, 1.226, 1.2777
Si, 1.6575, 9.7089, 8.3163, 0.5282, -0.4924, 0.5741
Si, 5.7286, 2.1264, 8.0747, 1.4078, -1.7589, 0.618
Si, 5.7272, 5.1844, 8.3144, 1.7587, 2.0004, -0.2231
Si, 5.9342, 9.663, 8.0199, -0.4708, 0.0089, 1.553
Si, 9.8696, 2.0797, 8.0905, 2.5142, -0.3134, -1.2539
Si, 9.5592, 5.6157, 8.5366, 1.183, 0.1331, -0.8207
Si, 9.6523, 9.6961, 7.9165, -0.5325, -1.6134, 0.7241
Si, 0.1232, 1.7809, 10.0262, -1.1957, 1.5903, -2.136
Si, 0.3013, 5.8713, 9.3111, -0.9725, 2.4761, 1.6826
Si, -0.3558, 9.074, 9.4905, -0.6362, 0.9959, 1.856
Si, 4.0757, 1.9268, 9.7757, -1.2425, 1.7638, -1.2267
Si, 3.9008, 4.9137, 9.6303, 0.6212, 1.6131, -0.0612
Si, 3.8124, 9.5294, 9.2848, -0.1354, 0.9926, 0.2472
Si, 7.9837, 1.9011, 9.0761, -2.5207, 0.5832, 1.4123
Si, 7.7377, 4.9935, 9.9311, -0.7541, -0.7873, -0.1673
Si, 7.8741, 10.2878, 9.4002, -0.8126, -0.479, 0.1964
Si, -2.4702, 0.3766, 14.3152, -1.2885, 0.2723, -1.0548
Si, 2.0176, 10.4387, 13.4844, -0.3182, 0.4653, -3.2008
Si, 5.0851, -6.296, 14.709, 1.0456, 2.0079, -1.3385
Si, 6.742, 4.9965, 16.9729, -3.5587, -3.1067, -3.0499
Si, 3.721, -2.1386, 19.3383, 0.0176, -0.3772, 1.2995
Si, 10.9058, 10.8533, 11.8102, -1.9824, 1.4892, -2.312
Si, 3.8523, 1.0169, 17.3701, 3.1336, -0.1089, -3.1336
Si, 0.1289, 4.5145, 11.8743, -0.4052, -0.3719, -2.595
Si, 3.9185, -7.794, 16.6729, 0.6312, -1.9023, 3.5112
Si, 15.8377, 11.4316, 11.8246, -1.1615, -0.7926, -1.9842
Si, 2.916, 7.4197, 13.7524, 3.3532, 0.5333, -3.2392
Si, 6.4452, 9.4568, 11.8336, -1.0797, -0.6279, 0.3918
Si, 4.2043, -4.165, 11.0499, -0.2336, -1.7753, 0.5207
Si, 9.8011, 7.804, 14.4335, -0.5947, -0.0267, -0.7843
Si, 7.992, 5.8028, 19.4864, 2.5544, 1.5939, 5.0539
Si, 7.2235, 9.434, 14.8028, -0.7542, -3.3967, 0.6411
Si, 11.3525, 10.4451, 15.3645, -0.4152, 0.4027, -1.8562
Si, 7.6584, 3.4943, 14.4877, -0.9091, 0.3967, 1.5334
Si, 0.9012, 4.1054, 17.4306, 1.7685, 1.9907, 2.1452
Si, 0.4902, 13.5215, 19.5822, -0.9645, 0.6878, 1.0581
Si, -9.3767, 10.2641, 16.9931, -2.0138, -3.1812, 1.6601
Si, 8.8746, 5.6159, 12.5095, 0.6112, 0.5103, -0.3505
Si, 4.861, 9.8849, 16.8585, 1.4932, 2.9263, -2.6208
Si, 0.5766, 17.119, 14.7313, 0.4437, 3.773, 0.1429
Si, 11.1964, 5.9119, 19.7321, -1.0994, -1.3179, 0.0603
Si, 3.5385, 13.8347, 20.0336, 3.397, 2.7734, 0.3789
O, -0.4037, 0.6308, -2.1926, 1.3148, -1.0421, 2.9889
O, 0.3433, 5.421, -3.4748, 1.1538, -0.9634, 0.5438
O, -1.9066, 5.6013, -2.4687, -1.89, 1.0828, 0.0517
O, 0.035, 7.3921, -1.6063, 0.1446, 0.7495, -1.1807
O, -5.6223, 9.2279, -5.9147, 2.9411, 0.0081, -1.716
O, -0.0782, 9.7659, -0.9946, -0.2968, 1.477, 1.4229
O, 4.095, 1.6113, -0.4057, 0.5069, -1.6903, 0.2855
O, 3.9271, 3.9312, -1.3761, -0.8675, -4.1129, -0.5086
O, 5.274, 4.163, -4.2416, 1.6077, 0.6996, -1.7431
O, 7.5059, 4.5385, -1.3565, 0.2906, -0.7027, 0.1832
O, 3.488, 5.6623, 0.0628, 0.329, 4.3533, -0.3373
O, 3.9086, 8.0571, -1.5044, -0.5399, 0.6463, -1.3226
O, 3.3868, 9.6475, -5.6549, 0.1639, -0.2706, 0.7827
O, 7.818, 1.6312, -1.0092, -0.9654, 0.2412, 1.8483
O, 11.3551, 5.269, -0.5731, 0.9221, -1.5683, 1.2933
O, 7.6073, 7.3662, -1.5617, 0.6148, -2.4312, -1.0901
O, 5.0932, 9.4511, -3.4133, -2.0367, -0.561, 0.7411
O, 0.9646, 5.4649, 10.8088, -0.4192, -1.5732, 0.4806
O, 3.6482, -1.2067, 10.7624, -0.0099, 0.2481, -0.8177
O, -0.452, 11.8861, 10.4583, 0.2809, -0.1367, 1.5758
O, -1.3458, 5.1144, 11.6894, -1.411, 0.1422, 0.9193
O, 5.5941, 8.2666, 11.1209, -2.0421, -0.6804, 1.0552
O, 12.5984, 11.1859, 14.4818, -1.3878, 0.1508, 3.9238
O, 4.6523, 5.7032, 10.9424, -2.2019, 3.3452, -0.6228
O, 7.6541, 5.7512, 11.4678, -0.0292, -1.4315, -2.2117
O, 5.997, 3.9767, 14.0232, 1.5334, 0.1105, 1.0489
O, 3.4385, 11.1582, 13.1391, -0.698, 0.5194, 0.8777
O, 4.0406, 12.9737, 11.3356, 0.6439, -2.3739, 0.0875
O, -1.1517, 9.531, 11.0695, 1.2215, -0.675, -1.8317
O, 7.9618, 11.9056, 9.7645, -0.1908, 0.4387, -0.042
O, 8.1116, 3.3482, 10.0515, -0.8441, 0.0426, 0.2003
O, 9.1223, 7.1163, 13.0424, 1.3213, 1.0844, 1.7803
O, 3.7918, 4.601, 15.3932, -0.5, 0.9464, -2.0151
O, 10.5761, 9.2681, 14.5206, 1.1656, -0.2521, -0.6496
O, 7.6576, 9.4911, 10.8602, 2.5006, 0.854, -1.6825
O, -3.2815, 1.9021, 14.2721, 0.4424, 0.667, 0.3933
O, -0.6188, 6.7182, 14.9157, -0.2503, -0.7494, -0.0733
O, 15.9605, 6.6184, 14.0037, -0.6282, 0.1233, -0.2699
O, 3.915, 2.1693, 16.2115, -0.5995, 0.9249, 0.9229
O, 5.8387, -0.5434, 11.72, 0.3182, -0.4608, 1.5689
O, 4.3303, 1.6702, 18.7429, -0.5312, 0.2782, 0.724
O, 1.9178, 6.6157, 14.5715, -3.8884, -3.4136, 2.1943
O, 4.0381, 3.4846, 10.3008, -1.0596, -0.7236, -0.4362
O, 9.8049, 0.0664, 12.7814, -0.6368, 0.1613, 2.4774
O, 7.7383, -0.6029, 14.6083, 1.3997, 0.5751, -0.1573
O, 14.3997, 7.4551, 12.0949, 2.4085, -0.5178, -0.6615
O, 6.6241, 8.8994, 13.3412, 0.7555, 1.2392, 1.0698
O, -0.1019, 2.8669, 20.8345, 0.4908, -1.2936, -0.6117
O, 0.5479, 4.7068, 13.42, 0.0982, -1.1743, -1.731
O, 0.3632, 2.767, 18.163, -0.3443, 0.1493, -0.8475
O, 8.5828, 4.5762, 13.7087, -0.0752, -0.7257, 0.1689
O, -3.743, 3.9338, 16.1722, -1.2705, 0.2371, -0.9006
O, 12.3511, -0.9163, 12.2887, 4.13, -1.0942, 1.0131
O, 17.644, -5.5877, 15.7841, 0.3245, -0.7905, 0.4813
O, 2.3207, 9.546, 18.4669, 1.6412, -0.8628, 0.8518
O, 0.5933, 9.8521, 16.6294, 1.1254, 0.7431, 0.1701
O, 11.5371, -3.9921, 9.7884, 0.3809, -2.1935, -0.769
O, 2.6196, 15.5224, 17.6449, -2.4407, 0.3032, -0.9619
O, -0.0427, 2.9917, 11.1574, 1.1161, 0.2388, 0.9783
O, 0.4431, 4.5415, 15.9171, 0.9244, -1.2541, 1.5655
O, 2.4525, 11.7621, 17.3135, -0.2274, 2.4855, 0.2121
O, 2.0714, 13.3724, 19.9197, -2.8046, -0.5153, -0.6806
O, 7.2368, 5.8836, 18.1385, 0.1761, 0.4747, -0.6937
O, 3.7604, 10.7372, 20.2889, 0.5438, -0.4984, 0.3285
O, 7.4679, 9.9609, 20.7602, 0.416, 2.3222, 0.1803
O, 10.137, 11.5456, 15.5522, -0.0077, 0.7064, -1.1299
O, 15.1546, -3.6166, 9.6173, 0.1206, -0.73, 0.8354
O, 8.475, -3.2588, 15.2557, -2.0968, 1.3689, -0.2559
O, 14.0036, 8.9851, 13.8812, -0.0307, -1.0098, 0.9447
O, 5.0644, 23.1113, 16.6981, -1.7744, -1.4492, 2.049

Results
free energy: -44003.024 eV
free energy less fixed offsets of O -463.61, Si -117.95 eV per atom: 8.776 eV
pressure: -3.22 GPa
stress xx, yy, zz, yz, xz, xy (GPa, positive in tension): 2.63, 3.8, 3.22, 0.52, 0.04, -1.24
